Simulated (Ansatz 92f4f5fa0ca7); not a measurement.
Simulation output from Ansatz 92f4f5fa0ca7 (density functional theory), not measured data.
Periodic cell of 215 atoms, Si132O82As1, from a study of silicon, its oxide and their interface. The atomic structure is a simulated model.
Doubt: the cutoff is far below the 930 eV that the study's wrapper takes by default for these files, so forces and energies are approximate.
This geometry differs little from another in the collection (a relaxation step or a small displacement).

Settings: functional PBE; potential files Ansatz PAW; basis plane waves; wave-function cutoff 580 eV; density cutoff ratio 5; exchange-correlation grid ratio 1; k mesh 1 x 1 x 1, Gamma-centred; self-consistency stop 5e-08 eV per atom in the density residual; occupations fixed; spin none; net charge +1 e, with a uniform compensating background and no finite-size correction.

Cell vectors (angstrom)
a	10.938	0	0
b	0	10.938	0
c	0	0	31.5432

Atoms and the computed forces on them: element, x, y, z (angstrom), force x, y, z (eV/angstrom)
Si	10.4366	0.5752	24.3413	-0.0214	-0.0022	0.0263
Si	6.0439	10.5048	24.1508	0.005	-0.0257	0.0273
Si	2.1306	3.2465	24.0807	-0.0001	0.0222	0.0288
Si	8.7019	2.2558	24.3067	0.0359	-0.0049	0.0145
Si	0.5034	5.0547	24.1627	0.0081	-0.0248	0.0148
Si	5.0529	5.8961	24.1918	-0.0119	0.0181	0.0186
Si	3.394	7.6515	24.1606	0.0175	-0.0084	0.0229
Si	7.8299	8.8301	23.9885	-0.0257	0.0149	0.0224
Si	1.3441	1.4821	25.4568	-0.0174	-0.0062	-0.0158
Si	6.9216	1.2992	25.5029	0.0056	-0.0028	-0.0065
Si	4.0261	4.1027	25.3229	0.0053	0.0025	-0.0111
Si	9.6714	4.0946	25.4198	-0.0126	-0.0021	-0.0057
Si	1.4991	6.8139	25.371	0.0023	0.0017	-0.0112
Si	6.8974	6.9508	25.238	-0.0045	-0.0143	-0.0085
Si	4.2322	9.5311	25.3461	0.0071	-0.0069	-0.0142
Si	9.5258	9.6421	25.4365	0.0136	0.012	-0.0166
Si	2.7805	0.0067	26.6362	0.0083	-0.0032	0.0563
Si	8.2267	-0.0268	26.9495	-0.0002	0.0028	-0.1549
Si	0.0171	2.7671	26.9204	0.0006	0.0123	-0.1498
Si	5.4503	2.7367	26.6581	-0.0044	-0.0006	0.0526
Si	2.7615	5.4381	26.8394	-0.0022	0.0024	-0.1026
Si	8.2273	5.5247	26.6205	0.0039	-0.0011	0.0513
Si	0.0415	8.2128	26.6453	-0.015	-0.0172	0.0552
Si	5.557	8.1969	26.7963	-0.0068	0.0023	-0.0824
Si	4.1104	1.3686	28.0687	0.0031	-0.0156	-0.0174
Si	9.5959	1.3709	28.2217	0.0088	0.001	0.205
Si	1.3936	4.118	28.2202	0.0166	0.0289	0.1983
Si	6.8387	4.1345	28.0198	0.0015	0.0177	-0.0601
Si	4.1583	6.8226	28.1331	0.0457	-0.0031	0.0867
Si	9.597	6.8514	28.0521	0.0108	-0.0007	-0.0248
Si	1.3942	9.5906	28.0438	0.0165	-0.0003	-0.0547
Si	6.8529	9.5391	28.2265	-0.044	-0.0424	0.1915
Si	0.0517	-0.0194	29.5189	-0.0082	0.0166	-0.0083
Si	5.4493	0.0118	29.4893	0.0019	0.0002	-0.0385
Si	2.7686	2.7098	29.5206	0.0012	0.0022	-0.0314
Si	8.1749	2.7712	29.4669	0.0117	-0.0067	-0.0058
Si	-0.0119	5.5017	29.4938	-0.0113	0.0112	-0.0374
Si	5.5091	5.4507	29.4969	-0.0054	0.0042	-0.0044
Si	2.7541	8.2142	29.4377	-0.0217	0.0183	0.0086
Si	8.2529	8.1657	29.5311	0.0051	0.006	-0.0333
Si	1.3974	1.3536	30.8987	-0.0138	0.0126	0.0046
Si	6.8186	1.3858	30.8323	0.0022	-0.0249	0.0046
Si	4.1325	4.0882	30.8764	-0.0129	0.0094	0.0077
Si	9.5522	4.119	30.8371	0.025	-0.0078	0
Si	1.3779	6.8637	30.8226	0.0046	-0.0279	0.0003
Si	6.8664	6.8033	30.8919	0.0058	0.0194	0.0017
Si	4.0893	9.5766	30.8408	0.0213	-0.0001	0.0017
Si	9.6094	9.5555	30.8896	-0.0272	-0.0103	0.0004
Si	2.7533	-0.0277	0.7183	-0.0082	-0.0032	-0.0092
Si	8.1812	0.0081	0.6551	0.0254	0.0104	0.0063
Si	-0.024	2.7487	0.6642	-0.0138	-0.0076	0.0068
Si	5.4804	2.7099	0.7098	0.0005	0.0106	-0.0115
Si	2.7183	5.4795	0.6541	0.0079	0.013	0.0066
Si	8.2197	5.4304	0.7266	-0.0075	0.0132	-0.0176
Si	0.0429	8.182	0.7085	-0.0121	0.0159	-0.0138
Si	5.4654	8.2133	0.6624	-0.005	-0.0223	0.0097
Si	4.1174	1.3401	2.0757	0.0001	-0.0043	0.0284
Si	9.5267	1.3837	2.0252	0.0347	-0.0296	0.0252
Si	1.3339	4.1262	2.0361	0.0194	-0.0217	0.0106
Si	6.8524	4.0519	2.0827	-0.0051	0.0113	0.0198
Si	4.074	6.8592	2.0208	0.0259	-0.0359	0.0215
Si	9.6117	6.7997	2.0587	-0.0177	0.0089	0.0402
Si	1.3882	9.5467	2.0856	0.008	-0.0033	0.0135
Si	6.8248	9.5776	2.0489	0.0082	-0.0114	0.0068
Si	-0.0332	0.0014	3.3449	-0.1499	-0.0204	-0.1514
Si	5.4718	-0.0206	3.4905	0	-0.0034	0.0461
Si	2.6956	2.7235	3.3564	-0.0416	0.004	-0.1935
Si	8.189	2.6878	3.5105	-0.0013	-0.0452	0.0223
Si	-0.0073	5.4566	3.5083	-0.0093	0.0065	0.0725
Si	5.4364	5.4545	3.334	-0.0115	0.1095	-0.1995
Si	2.7485	8.1934	3.4968	0.0242	-0.0002	0.021
Si	8.2253	8.1816	3.364	0.0431	0.0148	-0.1308
Si	1.2895	1.3692	4.6742	0.0451	0.0174	0.1493
Si	6.8318	1.3022	4.927	0.046	-0.0002	-0.0526
Si	4.0574	4.1118	4.6536	0.0002	-0.0168	0.1708
Si	9.5655	4.0441	4.9001	0.0073	0.0518	-0.0422
Si	1.383	6.8311	4.9009	-0.041	0.0011	-0.0362
Si	6.8241	6.8107	4.6552	-0.0188	-0.0355	0.168
Si	4.1046	9.5704	4.9023	-0.0064	-0.0318	-0.0582
Si	9.5661	9.5694	4.7279	0.0317	0.0321	0.1017
Si	2.6181	0.0442	6.1069	-0.0108	0.058	0.0641
Si	8.251	-0.1069	6.2718	-0.0136	-0.0415	-0.0364
Si	-0.0069	2.6434	6.219	-0.0148	-0.0193	0.0022
Si	5.3716	2.7578	6.0836	-0.0466	0.0285	0.0601
Si	2.7593	5.4117	6.1753	0.0139	0.0143	-0.0017
Si	8.0468	5.3786	6.1318	-0.0108	0.0726	-0.0016
Si	0.0711	8.3445	6.1945	-0.0817	0.0064	0.0047
Si	5.5379	8.1288	6.1551	0.0282	-0.0244	-0.0338
Si	3.4672	1.9397	7.2145	0.0236	-0.0354	-0.1031
Si	10.0301	0.8379	7.5024	0.0116	0.0049	-0.0244
Si	1.7654	3.6516	7.3845	-0.005	0.0128	0.0212
Si	6.1799	4.5104	7.4222	0.0492	-0.0187	-0.088
Si	4.637	6.3016	7.2976	-0.0455	0.005	-0.0329
As	9.1273	7.2306	7.2357	-0.1868	0.1805	-0.141
Si	0.9068	10.187	7.559	-0.0067	-0.025	-0.108
Si	7.3033	8.9945	7.4966	0.1299	-0.0774	-0.0585
O	4.6009	6.622	8.9154	-0.0077	0.0175	0.0017
O	1.3556	3.9729	8.9609	0.027	-0.0214	-0.0233
O	9.7643	6.4458	8.7047	0.1613	-0.1394	0.3867
O	1.3164	10.1237	9.171	0.0369	-0.0076	0.0861
O	6.0581	4.2047	9.0484	-0.0018	-0.0251	0.0601
O	3.6978	1.5948	8.796	0.0202	-0.0141	0.0609
O	7.1576	8.9755	9.144	-0.0378	0.0397	0.005
O	9.6485	1.0646	9.0942	-0.0381	0.0074	0.0365
O	8.2496	2.5279	22.7478	-0.0222	0.0115	-0.0186
O	10.9992	5.5464	22.6464	-0.0074	0.0196	-0.017
O	5.6241	0.1018	22.6509	-0.0164	0.0253	-0.0259
O	5.2855	5.4085	22.6299	0.02	-0.0177	-0.0316
O	2.154	2.8004	22.4824	0.0097	-0.0252	-0.0345
O	3.3261	7.8582	22.5142	-0.0178	0.0136	-0.027
O	8.3727	8.7496	22.413	0.0273	-0.0098	-0.0282
O	-0.1673	11.2307	22.7592	0.0254	-0.0181	-0.0332
Si	2.1596	2.9783	12.9035	-0.0137	0.0097	0.0274
Si	8.6829	1.307	10.3848	0.0141	-0.0044	0.0012
Si	1.0626	4.4972	15.3602	-0.0022	-0.0015	0.0228
Si	7.5525	5.5834	12.2045	0.0351	0.0107	0.0222
Si	2.4127	8.1844	21.2084	0.0026	-0.0166	-0.0046
Si	5.4081	7.7778	12.4913	0.013	-0.0116	0.045
Si	9.273	0.4482	15.4973	0.0153	0.0005	0.0208
Si	2.9165	-0.0399	16.6709	0.0085	0.0057	0.0291
Si	10.4759	1.1645	12.6152	-0.0019	0.0068	0.0489
Si	7.764	2.8301	21.236	-0.0028	-0.0087	-0.0118
Si	9.1166	8.7737	14.4453	0.0315	-0.0192	0.0227
Si	1.4682	4.7822	10.3763	-0.1469	0.0724	0.0169
Si	4.4883	9.4843	19.1415	0.0028	0.0019	0.0044
Si	11.0732	6.1003	21.1144	-0.0001	0.0113	-0.0116
Si	6.6126	10.4432	14.8541	0.0087	-0.0045	0.0438
Si	5.3878	0.7327	21.1756	0.0109	-0.0087	-0.0167
Si	2.3484	9.7975	10.4131	-0.0251	-0.0017	0.0191
Si	0.4273	10.6353	21.3866	-0.014	0.0075	-0.0155
Si	5.8527	5.2529	21.1223	-0.0023	0.0013	0.0082
Si	3.6425	7.0839	10.1291	-0.0247	-0.0279	0.0177
Si	9.0459	5.6835	14.8463	-0.0066	-0.0083	0.0174
Si	3.6589	4.078	19.0948	0.0018	-0.01	0.0134
Si	10.0261	3.6673	19.3169	-0.0047	0.0083	-0.0008
Si	4.2561	8.6673	15.3784	-0.0025	-0.0009	0.0294
Si	0.4558	1.9135	17.1665	-0.0039	0.0028	0.0171
Si	6.7957	7.5327	19.2411	0.0052	0.0039	-0.0017
Si	5.2555	3.6195	16.7448	0.0029	0.0008	0.0232
Si	7.7812	5.0128	17.5198	0.0082	0.011	0.0111
Si	6.6626	9.9226	10.4023	0.0113	-0.0183	-0.0279
Si	4.3809	1.0375	10.1355	-0.0065	0.0079	0.0056
Si	-0.0615	9.0887	11.8778	-0.0212	-0.0562	0.0338
Si	9.0998	8.6343	20.9385	0.0079	0.002	-0.0093
Si	4.5556	1.665	14.587	-0.0083	0.0073	0.0451
Si	2.4443	2.0826	21.0443	-0.0107	-0.0011	-0.0038
Si	6.3333	3.3242	10.3995	0.0223	0.0254	0.0105
Si	3.4303	5.9107	16.738	-0.0006	-0.0018	0.0226
Si	9.8647	6.5496	10.3444	0.0631	-0.0754	-0.1628
O	0.1194	2.6306	18.589	0.0089	-0.011	-0.0029
O	2.9248	9.63	15.5966	0.0004	-0.0004	-0.0203
O	10.8545	4.8117	20.1419	-0.0044	-0.017	0.0053
O	7.5762	2.3945	9.9335	-0.0047	-0.0034	-0.013
O	10.9227	5.3757	10.8088	0.0733	-0.0365	0.002
O	6.5909	6.7242	12.8693	-0.0157	0.014	-0.0228
O	10.2981	8.0912	10.7079	0.0208	0.0817	0.0343
O	7.6494	9.4452	13.9962	-0.0064	0.0028	-0.0238
O	8.3983	6.2303	10.9636	-0.0478	-0.0164	0.0155
O	5.3641	10.4777	20.0833	-0.0084	-0.0173	0.0009
O	2.1677	3.7525	11.4436	0.0088	-0.0296	-0.0006
O	7.978	8.5437	19.754	-0.0136	-0.0049	0.0023
O	6.2082	6.7257	20.5376	0.0043	0.0067	0.0039
O	5.5151	2.708	15.4162	-0.0037	-0.0026	-0.0201
O	1.2982	0.9305	20.7035	0.0057	0.0026	0.0152
O	6.0511	9.0302	11.6206	-0.0216	-0.0039	-0.006
O	4.6094	4.9789	16.1078	0.0007	0.0023	-0.0109
O	6.5915	3.9073	17.638	-0.0059	-0.0052	0.0004
O	10.5317	10.6756	11.8131	-0.0095	0.003	-0.0283
O	5.5799	0.4934	13.9948	-0.0017	0.0032	-0.0265
O	8.0096	5.0833	15.9203	0.0052	0.0029	-0.0169
O	9.7509	9.8106	15.5442	-0.0141	0.0029	-0.0204
O	-0.3988	5.1461	15.1394	0.0012	-0.0006	-0.0106
O	1.5699	6.8369	20.8033	0.0002	-0.0019	0.0148
O	1.5053	0.6359	17.1937	0.0022	0.0005	-0.0083
O	6.5935	1.772	20.8113	-0.0004	0.0024	0.0174
O	1.0226	1.795	12.8291	0.0032	-0.002	-0.0239
O	3.2483	5.4928	18.3309	-0.0015	0.0085	-0.0074
O	9.5309	2.0196	11.5902	0.0086	-0.0018	-0.0187
O	1.0155	3.0908	16.1836	-0.0002	0.0037	-0.0124
O	8.6053	5.1537	13.366	-0.0013	0.0007	-0.0049
O	10.2235	8.5418	13.2564	-0.0201	0.0294	-0.0047
O	1.4438	9.4019	21.6833	0.0014	0.0009	0.0147
O	10.0748	9.9389	20.6123	-0.0036	-0.0039	0.0148
O	3.1899	0.1922	10.9099	-0.0069	0.0154	-0.0143
O	5.0823	2.3428	10.8537	-0.0137	-0.0058	-0.0203
O	1.7355	4.1585	13.9243	0.0028	-0.0016	-0.0132
O	7.9196	10.8613	10.8704	-0.0048	0.0165	-0.0341
O	9.1337	4.4704	18.2203	-0.0107	0.0048	-0.0059
O	5.6361	9.4967	15.783	0.0021	0.0023	-0.0139
O	5.5321	-0.0442	9.7495	0.0302	-0.0113	-0.0052
O	3.5987	2.3161	13.3986	0.0059	-0.0068	-0.0189
O	1.973	5.6447	16.0626	-0.0009	0.0012	-0.0121
O	9.7147	1.0592	14.0421	-0.0088	-0.0022	-0.0001
O	4.3755	6.9363	11.5574	0.0197	0.0059	-0.0057
O	4.7573	4.4767	20.2194	-0.0161	-0.006	-0.0027
O	9.9593	1.3248	16.6556	-0.0055	-0.0079	-0.0098
O	6.6862	4.3079	11.6521	-0.0092	-0.0029	-0.0259
O	5.5842	8.4063	18.5763	-0.0035	0.0023	0.0018
O	9.0677	2.7405	20.2631	0.0147	0.0033	0.0046
O	3.5964	1.1324	15.7817	0.0016	-0.0083	-0.0152
O	4.2147	3.0706	17.9059	0.0079	0.0035	-0.0122
O	9.916	7.2227	20.9034	-0.0009	0.0002	0.0167
O	3.3476	8.6581	9.824	0.0052	0.0002	-0.0204
O	3.9367	7.4189	16.3806	-0.0008	0.0001	-0.0114
O	7.6401	0.4685	15.7012	-0.0034	-0.0018	-0.0178
O	8.9238	7.2957	15.0515	-0.0007	0.0161	-0.0161
O	3.9272	1.433	21.145	0.005	0.0011	0.0205
O	1.5718	9.1125	11.6914	0.0005	0.0042	-0.0277
O	2.3283	6.1444	10.1439	0.0318	0.0106	-0.0188
O	7.3509	6.4638	18.1353	0.0028	-0.0164	-0.0064
O	7.218	4.364	21.1393	-0.0021	0.0062	0.0164
O	4.5495	8.2415	13.8076	-0.0066	0.0062	-0.014
O	3.3337	8.6626	19.9605	0.0175	0.0106	-0.0042
O	2.4891	3.2383	19.8755	0.0077	0.0183	-0.0021
O	3.7516	10.3727	17.9797	-0.0136	0.0054	-0.0236

Results
free energy: -135409.825 eV
free energy less fixed offsets of As -4856.12, O -568.88, Si -635.61 eV per atom: -5.025 eV

The program warned: the cutoff lies below the one the program advises for these potential files; the exchange-correlation potential is rough where the density is thin.
